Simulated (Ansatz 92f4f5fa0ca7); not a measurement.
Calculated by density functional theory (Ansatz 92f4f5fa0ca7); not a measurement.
Periodic cell of 177 atoms, Si99O78, from a study of silicon, its oxide and their interface. The atomic structure is a simulated model.

Settings
functional: r2SCAN
potential files: Ansatz norm-conserving
basis: plane waves
wave-function cutoff: 1300 eV
density cutoff ratio: 4
exchange-correlation grid ratio: 1
k mesh: 2 x 2 x 1, shifted by 0.5 0.5 0.5 of a step
self-consistency stop: 5e-08 eV per atom in the density residual
occupations: Fermi-Dirac, 0.05 eV
spin: none
net charge: 0

Cell vectors (angstrom)
a	11.5403	0	0
b	0	11.5403	0
c	5.4952	0.8403	22.2126

Atoms and the computed forces on them: element, x, y, z (angstrom), force x, y, z (eV/angstrom)
Si	7.3424	2.5898	0.6987	0.5168	0.2175	-0.2951
Si	7.2508	5.6942	1.0591	0.5375	-0.1246	-0.3568
Si	9.6059	9.6887	0.0328	0.1636	-0.0107	0.0185
Si	1.1527	2.8498	0.3491	-0.5086	-0.421	-0.1389
Si	1.8306	5.4099	2.539	0.1213	-0.3046	0.1678
Si	0.5183	7.7703	0.3925	0.1932	0.0783	-0.5813
Si	3.4893	2.592	0.1006	0.6415	0.2486	-0.3079
Si	5.2431	6.8347	1.6344	-0.225	0.2856	0.1901
Si	4.0673	8.846	0.8088	0.4815	0.3543	-0.4244
Si	0.6959	1.8648	2.4095	-0.1718	0.0772	0.3569
Si	0.2054	5.3324	0.8568	-0.0188	0.4034	0.18
Si	1.9404	9.1205	2.053	0.02	-0.1578	-0.0439
Si	5.5089	1.845	2.0436	-0.2087	-0.5504	0.4394
Si	4.0452	4.9078	1.8438	0.2641	0.3304	-0.2462
Si	6.1412	9.7822	2.548	-0.3385	0.1631	-0.2187
Si	9.7436	1.8977	2.4953	-0.4485	0.1309	-0.3364
Si	9.5391	5.7497	2.0654	-0.2181	-0.163	-0.0603
Si	8.5429	9.6802	2.2179	0.127	-0.1107	0.237
Si	1.4824	3.5589	3.8922	0.1607	-0.013	0.12
Si	1.817	7.4599	3.6865	-0.1891	0.1052	0.3434
Si	1.566	11.336	3.3277	0.1175	-0.0657	-0.092
Si	5.2417	3.6642	3.5193	-0.2136	0.0574	0.2807
Si	5.5195	7.7864	3.7225	-0.1158	-0.1677	-0.3237
Si	5.5941	11.7219	3.6697	0.0814	-0.2249	0.0622
Si	9.3015	3.9147	3.6279	0.0013	-0.0754	0.1659
Si	9.2771	7.6811	3.4214	0.1646	0.131	0.0772
Si	9.2375	11.4701	3.6551	0.0795	0.019	-0.0379
Si	-0.4265	3.7334	5.1414	-0.2093	0.0584	0.1371
Si	-0.3117	7.6361	4.7704	0.0367	0.0117	-0.0092
Si	-0.2782	11.314	4.8424	-0.0759	0.1524	0.237
Si	3.5198	3.5524	5.1454	0.1198	0.043	-0.221
Si	3.6545	7.5894	5.1436	0.1028	0.0624	0.186
Si	3.5164	11.634	4.8415	0.1015	-0.1387	-0.2101
Si	7.2491	3.9179	4.8874	-0.0791	-0.1516	-0.0934
Si	7.4322	7.5038	4.9803	-0.0845	0.0608	-0.0018
Si	7.4052	11.5848	5.1247	-0.1422	0.0107	0.1391
Si	-0.169	1.6809	6.372	-0.1445	0.0703	-0.0791
Si	-0.4261	5.7867	6.2153	-0.0064	-0.1746	0.0769
Si	-0.4144	9.4581	6.2293	-0.0656	0.103	-0.1518
Si	3.5968	1.7817	6.6533	0.0078	0.0136	0.1475
Si	3.6254	5.5245	6.4617	-0.1709	0.0306	-0.1368
Si	3.6016	9.734	6.1855	-0.3354	-0.0295	-0.0871
Si	7.4279	2.0372	6.3611	0.1698	0.0497	0.0785
Si	7.2306	5.6795	6.5047	0.1529	-0.0755	-0.0482
Si	7.2313	9.4713	6.2793	0.2303	-0.2752	-0.1693
Si	1.6272	1.855	8.051	-0.0785	0.0447	-0.2614
Si	1.511	5.6014	7.4899	-0.1361	0.3734	-0.2803
Si	1.5815	9.6715	7.359	0.0794	0.1063	-0.2947
Si	5.6841	1.9091	7.9543	0.2146	-0.0338	-0.3416
Si	5.3796	5.5039	8.133	0.0617	0.4159	0.2416
Si	5.3517	9.667	7.7675	0.0596	0.0792	-0.1641
Si	9.424	1.8072	7.644	-0.3012	-0.2729	0.0425
Si	9.2807	5.6113	7.6831	0.0169	-0.028	-0.0515
Si	9.1602	9.4163	7.577	-0.417	0.4184	-0.2489
Si	4.0939	8.0576	8.9613	0	-0.6465	0.3178
Si	1.8024	7.68	8.4806	0.0666	-0.3754	-0.1925
Si	1.4641	-0.2815	9.0738	-0.0008	-0.3905	0.5561
Si	6.0089	3.691	9.5655	-0.4104	-0.2206	0.5913
Si	10.4008	2.2079	15.5451	-0.0241	0.0546	0.0512
Si	6.292	-0.0664	9.0694	-0.0451	0.0023	0.6314
Si	9.9799	3.7227	8.9384	-0.0889	0.0983	0.0855
Si	9.3223	7.5335	8.9834	-0.5536	-0.1794	0.1881
Si	8.8395	-0.1671	8.8657	0.2135	-0.247	-0.6604
Si	-3.9693	0.9899	12.2784	0.3792	-0.0147	0.3347
Si	-0.1029	7.9712	9.8492	0.2737	-0.0278	0.387
Si	0.9234	3.9876	9.0977	0.2615	0.3455	0.4748
Si	5.69	5.0205	14.6938	0.0604	-0.0889	0.214
Si	5.0708	3.1053	12.4012	-0.1758	0.1286	0.5405
Si	3.2341	9.2862	10.7191	0.2151	0.4356	0.2557
Si	5.6432	1.0249	21.1428	0.1396	0.2471	-0.5252
Si	8.2898	7.815	11.8462	0.0939	-0.0369	0.154
Si	10.9107	-1.0793	9.8472	0.0516	0.087	0.6696
Si	3.5714	1.2292	14.0272	-0.0406	0.0542	0.1912
Si	5.0199	-0.5015	11.994	-0.1108	-0.0998	0.3362
Si	10.2572	4.0833	13.213	-0.0639	-0.0183	0.3383
Si	9.7625	-1.181	11.8167	0.8167	0.2143	0.0042
Si	12.5032	5.6307	11.6954	-0.0338	0.1201	-0.0156
Si	8.0234	1.7283	17.2409	-0.1153	0.1172	-0.2034
Si	12.5573	0.4655	18.8817	-0.0418	0.046	-0.2325
Si	8.3714	3.415	10.6676	0.7528	-0.2915	0.4191
Si	2.1267	7.9008	13.1876	-0.0985	0.1247	0.1815
Si	7.6777	10.2369	20.7587	0.3256	-0.159	-0.2356
Si	12.1596	9.1422	15.5215	-0.4805	-0.4765	-0.0097
Si	8.5016	6.0773	14.2621	0.0411	-0.0848	0.4082
Si	3.7961	1.9689	19.0604	-0.0764	0.2389	-0.4769
Si	4.2846	9.7842	17.417	0.0052	0.0858	-0.2469
Si	13.0815	6.9444	20.266	-0.2117	-0.1169	-0.1159
Si	13.7615	4.1019	19.9725	0.1231	-0.1661	-0.2419
Si	9.9958	2.4063	19.4431	-0.1344	-0.0288	-0.5706
Si	9.387	11.4826	14.2346	0.1626	-0.1543	0.3206
Si	11.6109	6.9702	17.5352	-0.1947	-0.1938	-0.1562
Si	6.939	-1.8575	13.7229	0.0312	0.0432	0.5136
Si	2.5895	9.8911	20.1522	-0.1459	-0.2577	-0.7107
Si	5.0978	2.466	16.3474	0.0849	0.0973	0.0199
Si	4.6572	7.9996	15.1136	0.1187	-0.0835	0.0939
Si	11.6992	3.9573	17.658	-0.139	-0.0274	-0.2966
Si	7.414	-1.2033	17.6409	0.1132	0.0043	-0.3226
Si	9.3517	-3.2035	16.2612	-0.1487	0.0215	-0.0768
Si	1.8586	-0.3787	15.9801	0.4536	0.4842	0.0899
O	7.2168	4.0764	1.3963	-0.1546	-0.0271	-0.6165
O	4.0468	1.5765	1.2763	-0.0974	0.4494	-0.2047
O	-1.0102	8.3318	0.2324	0.1306	0.236	0.1383
O	5.2868	9.9413	1.0947	-0.1518	-0.6125	0.5164
O	5.037	6.7081	9.2663	-0.1419	-0.073	-0.6151
O	4.8947	3.4527	10.8242	0.4659	0.0622	-0.3704
O	2.0306	6.3266	12.7406	-0.1951	0.1053	-0.2424
O	2.6692	-0.8118	10.1317	-0.1515	-0.024	-0.1402
O	4.2832	8.3233	16.6716	-0.0417	0.2781	-0.0545
O	4.9931	6.4395	14.9656	0.0551	0.1737	-0.0643
O	8.189	7.493	10.2592	0.4142	0.1548	-0.2625
O	6.2362	1.9695	12.5959	-0.0933	0.068	-0.2628
O	0.0635	6.8547	11.0896	-0.0118	-0.0463	0.0975
O	10.5227	9.3384	15.6949	0.2863	-0.2349	0.0893
O	13.9509	1.1743	19.3212	0.0014	0.1061	0.0245
O	3.6741	-1.6898	18.9087	-0.2524	0.0787	0.3163
O	10.0461	-4.1685	17.3663	0.3233	0.1401	-0.1767
O	1.263	8.1147	-1.0462	-0.1194	0.143	0.1915
O	12.6953	-0.9589	19.6796	0.2873	-0.0389	-0.0986
O	15.2024	3.3609	19.8912	-0.1931	-0.1676	0.0549
O	8.3007	6.4412	12.6931	0.0186	0.1511	-0.0362
O	1.0484	0.2601	17.2605	0.1038	-0.1808	0.2096
O	3.6401	9.1853	-0.7528	-0.3252	0.0307	0.2851
O	4.1473	4.0845	0.373	-0.1926	-0.472	0.4214
O	9.5951	2.8004	20.9436	-0.062	0.0589	0.266
O	6.2484	-0.4819	13.1085	-0.0137	-0.1227	-0.4292
O	13.8822	8.312	20.3979	0.0265	0.1144	0.1059
O	10.4256	3.7709	18.6552	0.2384	-0.2357	0.1005
O	9.0752	3.909	12.1087	-0.3648	-0.1582	-0.3813
O	8.6258	1.8717	18.7386	0.2122	0.0433	0.1384
O	7.9694	0.1404	16.9161	-0.0687	-0.0486	0.2033
O	5.0694	3.9778	15.7658	0.1001	-0.0925	-0.188
O	7.2802	5.2374	14.9071	-0.0462	0.1013	-0.2903
O	8.9606	2.5815	16.2217	0.223	-0.2268	0.044
O	4.7585	1.4079	15.1571	-0.2307	0.0003	-0.2283
O	8.2937	-1.3046	14.4552	-0.0518	0.0598	-0.2781
O	8.7939	1.9264	1.0988	0.0197	0.1483	0.0724
O	2.1408	8.7442	11.7967	0.0921	-0.0368	-0.0763
O	5.6409	0.1589	10.6376	0.2524	-0.0274	-0.102
O	10.4947	10.9983	13.132	-0.7169	0.0078	0.2294
O	13.1391	4.7076	10.4928	-0.4558	-0.2612	-0.3437
O	7.0586	-2.8889	12.4863	0.117	0.0422	0.0315
O	7.8892	10.2817	19.1736	-0.1434	0.1047	0.2287
O	5.4641	4.483	13.182	0.0184	-0.2199	-0.0791
O	13.724	0.7647	14.8011	0.2454	-0.1358	0.135
O	3.8041	0.1024	12.872	0.3027	0.0812	-0.1396
O	5.8091	-1.228	17.4954	-0.043	-0.0442	0.0908
O	0.4929	1.7128	-0.6638	-0.0537	-0.0709	0.0178
O	11.6061	4.5964	12.5302	-0.0334	0.1073	-0.1938
O	3.43	8.2504	14.0877	-0.0611	-0.0204	-0.0454
O	11.7741	5.4365	17.0044	0.0144	0.0969	0.2891
O	11.5864	2.828	16.4813	-0.2053	0.1179	0.1102
O	3.9629	2.2659	17.4782	0.0041	-0.0685	0.372
O	9.5987	-2.7902	12.1067	-0.3664	-0.1538	-0.1916
O	8.1004	-2.4746	16.9424	0.0552	0.1293	0.0592
O	3.663	2.5999	13.1182	0.2522	-0.1376	-0.0393
O	10.3325	0.5696	15.4214	-0.2712	0.2131	-0.186
O	6.5227	2.2826	17.0821	0.0041	-0.1251	-0.0588
O	5.9008	9.0046	14.767	-0.0466	-0.0363	-0.2619
O	-3.2709	-0.4889	11.7235	-0.0384	0.153	0.1046
O	12.3701	6.6708	21.6802	0.2374	-0.1114	-0.0931
O	0.8609	8.424	14.0704	0.2339	-0.0714	-0.0717
O	8.1744	1.805	10.9673	-0.126	0.4272	0.1122
O	12.5462	7.9994	16.6738	-0.2246	0.1947	-0.0384
O	4.5797	9.5498	11.6045	0.0795	0.3401	0.2831
O	11.9617	7.0403	19.106	0.2754	-0.081	0.0943
O	9.8139	5.1481	14.3657	-0.092	-0.0451	-0.3984
O	3.37	-0.7941	16.4768	-0.2041	-0.135	0.0538
O	10.6261	2.7408	14.036	-0.1419	0.1985	-0.0237
O	14.0806	5.6907	19.9931	-0.3003	0.0243	0.1498
O	7.3936	2.7484	-0.9498	-0.0165	0.1417	0.2338
O	8.4361	12.6939	13.6702	-0.1487	-0.2437	-0.2917
O	11.2064	1.2858	19.3172	0.0681	0.1025	0.022
O	8.7161	7.4506	15.071	0.1003	-0.0871	-0.1243
O	10.5594	11.0314	-0.1277	-0.0899	-0.1055	0.2044
O	5.0582	1.1192	19.6129	0.0179	-0.1003	0.4917
O	6.9782	11.6412	21.2068	-0.1278	0.0133	0.0736
O	13.0137	3.7296	18.5691	0.0182	0.0866	0.3461

Results
free energy: -47846.202 eV
free energy less fixed offsets of O -463.61, Si -117.95 eV per atom: -7.572 eV
pressure: -2.07 GPa
stress xx, yy, zz, yz, xz, xy (GPa, positive in tension): 3.26, 1.41, 1.52, -0.08, -0.09, -0.46
